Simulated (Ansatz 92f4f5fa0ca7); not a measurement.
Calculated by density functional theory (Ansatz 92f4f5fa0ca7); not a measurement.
Periodic cell of 227 atoms, Si136O81N10, from a study of silicon, its oxide and their interface. The atomic structure is a simulated model.
This geometry differs little from another in the collection (a relaxation step or a small displacement).

Settings
functional: r2SCAN
potential files: Ansatz PAW
basis: plane waves
wave-function cutoff: 800 eV
density cutoff ratio: 5
exchange-correlation grid ratio: 1
k mesh: 1 x 1 x 1, shifted by 0.5 0.5 0 of a step
self-consistency stop: 1e-10 eV per atom in the density residual
occupations: fixed
spin: none
net charge: 0

Cell vectors (angstrom)
a, 10.88, 0, 0
b, 0, 10.88, 0
c, 0, 0, 32.9183

Atoms and the computed forces on them: element, x, y, z (angstrom), force x, y, z (eV/angstrom)
Si, 0.3003, -0.4445, -0.1541, -0.0002, 0.0038, 0.0069
Si, 2.9859, 2.2294, -0.2859, 0.002, 0.0011, 0.0098
Si, -0.3832, 5.5822, 0.0406, -0.0006, 0.0001, 0.0049
Si, 2.6227, 8.2841, 0.1685, 0.0005, -0.0012, 0.0022
Si, 5.1141, 0.0569, 0.311, -0.0035, 0.0036, 0.003
Si, 7.989, 2.8078, -0.0712, -0.0022, -0.0014, 0.0065
Si, 5.7786, 5.0458, -0.2685, -0.0004, -0.0006, 0.0092
Si, 8.4306, 7.9248, -0.0504, -0.0044, 0.0017, 0.0037
Si, 1.3274, 1.2801, 1.1236, 0.0012, -0.0014, -0.0035
Si, 4.1021, 3.9429, 1.007, 0.001, -0.001, -0.0007
Si, 1.335, 6.6777, 1.2522, -0.0003, -0.0001, -0.0012
Si, 3.9378, 9.4953, 1.6425, 0.0022, 0.0016, 0.0003
Si, 6.7852, 1.3282, 1.2982, -0.0023, 0.0002, -0.0002
Si, 9.4, 4.031, 1.3562, 0.0008, -0.0006, -0.001
Si, 6.7733, 6.7256, 1.1361, -0.001, -0.0025, -0.0018
Si, 9.5731, 9.4552, 1.2706, 0.0011, -0.0006, -0.0017
Si, 0.0023, 2.6575, 2.5422, 0, 0.0006, 0.0014
Si, 2.5541, 0.0435, 2.7705, -0.001, -0.0005, 0.0021
Si, 0.02, 8.0892, 2.6574, -0.0001, 0.0003, 0.0021
Si, 2.771, 5.3078, 2.4883, 0.0015, -0.0014, 0.0006
Si, 5.3981, 2.7087, 2.5906, -0.0022, -0.0013, -0.0001
Si, 8.1872, -0.0441, 2.5896, -0.0007, 0.001, 0.0013
Si, 5.4666, 8.0591, 2.6286, -0.0007, -0.001, 0.0016
Si, 8.0705, 5.4384, 2.6596, -0.0007, 0, 0.002
Si, 1.3916, 4.0111, 3.8989, -0.0004, 0.0003, -0.0006
Si, 4.0475, 1.3733, 3.9858, 0.0013, -0.0003, -0.002
Si, 1.2872, 9.4827, 4.0663, -0.0004, 0.0005, -0.0005
Si, 4.0806, 6.6989, 3.9331, -0.001, 0.0007, 0.0008
Si, 6.7323, 4.0627, 3.9862, -0.0005, -0.0005, -0.0008
Si, 9.5284, 1.3245, 3.9528, 0.0002, -0.0011, 0.0008
Si, 6.8297, 9.4616, 3.9472, 0.0005, -0.0007, 0.0008
Si, 9.4966, 6.7651, 3.9837, -0.0003, -0.0013, -0.0004
Si, -0.0492, -0.0174, 5.3833, -0.0001, -0.0007, 0.0006
Si, 2.7154, 2.713, 5.3503, -0.0003, -0.0014, -0.0005
Si, 0.0269, 5.3971, 5.2704, 0.0003, -0.0004, -0.0001
Si, 2.7469, 8.1188, 5.3033, 0.0008, 0, 0.0009
Si, 5.4433, -0.0225, 5.2721, -0.0007, 0.0002, -0.0002
Si, 8.1544, 2.7121, 5.2971, -0.0009, -0.0001, 0.0009
Si, 5.4184, 5.4056, 5.3648, 0.0001, -0.0009, 0.0003
Si, 8.1732, 8.1446, 5.3489, -0.0005, -0.001, 0
Si, 1.3519, 1.3501, 6.6933, -0.0003, -0.0007, -0.0001
Si, 4.0655, 4.0639, 6.7142, -0.0007, -0.0006, -0.0005
Si, 1.364, 6.7792, 6.6496, -0.0002, -0.0005, 0.0005
Si, 4.0963, 9.5189, 6.6563, 0.0008, -0.0001, 0.0009
Si, 6.7929, 1.3398, 6.6494, -0.0004, -0.0008, 0.0005
Si, 9.5388, 4.0721, 6.6569, 0, -0.0001, 0.0006
Si, 6.8052, 6.7842, 6.6847, -0.0004, -0.0003, 0
Si, 9.5007, 9.5049, 6.7298, -0.0008, -0.0002, -0.0002
Si, 0.0144, 2.7327, 8.0402, 0.0001, -0.0012, 0.0003
Si, 2.7142, -0.0107, 8.0378, -0.0005, 0.0004, 0.0005
Si, 0.0355, 8.1578, 8.0399, 0.0001, -0.0004, 0.0007
Si, 2.7151, 5.4456, 8.0268, 0.0001, -0.0004, 0.0007
Si, 5.4432, 2.6966, 8.0363, 0, 0.0002, 0
Si, 8.1573, 0.0184, 8.0356, -0.0002, -0.0006, 0.0008
Si, 5.4681, 8.1813, 8.011, -0.0004, -0.0007, -0.0002
Si, 8.2209, 5.4701, 8.0378, -0.0011, -0.0003, -0.0001
Si, 1.3638, 4.1126, 9.4032, -0.0021, 0.0008, 0
Si, 4.0447, 1.3645, 9.4069, -0.0001, -0.0026, 0.0003
Si, 1.3582, 9.5266, 9.432, 0.0007, -0.0006, 0.001
Si, 4.0539, 6.8595, 9.3275, 0.0008, 0.0013, 0.001
Si, 6.8438, 4.0854, 9.3341, 0.0006, -0.0004, 0.0004
Si, 9.5444, 1.3628, 9.3827, -0.0013, -0.0003, 0.0002
Si, 6.8563, 9.5064, 9.3805, -0.0022, 0.0007, 0.0004
Si, 9.5957, 6.8333, 9.4485, 0.0004, -0.0011, -0.0001
Si, -0.0097, 0.018, 10.8025, 0.0008, 0.0012, -0.0005
Si, 2.6806, 2.7648, 10.7905, -0.0004, -0.0003, -0.0014
Si, 0.0979, 5.4921, 10.8296, 0.0006, 0.0005, 0.0012
Si, 2.7035, 8.1449, 10.7809, -0.0004, -0.0019, 0.0018
Si, 5.4318, -0.0549, 10.657, 0.0003, -0.0005, 0.0036
Si, 8.2296, 2.7619, 10.7097, -0.0007, -0.0003, 0.0029
Si, 5.4762, 5.526, 10.5802, -0.0015, -0.0004, -0.0026
Si, 8.2904, 8.2594, 10.8102, -0.0004, -0.0006, -0.0001
Si, 1.275, 1.4014, 12.1845, -0.0012, -0.0038, -0.0038
Si, 4.1051, 4.2589, 11.9482, 0.0035, 0.0007, -0.0017
Si, 1.4202, 6.8501, 12.3033, -0.0013, -0.0002, -0.0016
Si, 4.1259, 9.4673, 12.0572, 0.0017, 0.0011, -0.0005
Si, 6.796, 1.3489, 11.8898, -0.0009, -0.0006, -0.0004
Si, 9.6115, 4.1094, 12.1139, -0.0003, -0.0004, -0.0038
Si, 6.8635, 6.8265, 11.9438, -0.002, -0.0004, -0.0002
Si, 9.5955, 9.6269, 12.3494, 0.0013, -0.0003, -0.0003
Si, -0.0818, 2.7913, 13.6778, -0.0035, 0.0009, 0.0026
Si, 2.8062, 0.014, 13.3333, 0.0005, -0.001, 0.0025
Si, 0.1365, 8.2046, 13.8205, 0.0005, -0.0015, 0.0001
Si, 2.9328, 5.5261, 13.5859, 0.0014, 0.0038, -0.0039
Si, 5.5211, 2.841, 13.0658, 0.0003, 0.0004, -0.0056
Si, 8.0215, 0.231, 13.5085, -0.0054, -0.0019, -0.0032
Si, 5.5571, 8.1253, 13.3687, 0.0026, 0.0062, -0.0007
Si, 8.2006, 5.5004, 13.331, 0.0029, 0.0002, -0.0013
Si, 1.8134, 3.8313, 14.723, -0.0041, 0.0067, 0.0061
Si, 4.0493, 1.6801, 14.3701, 0.0075, -0.0104, -0.0025
Si, 1.7162, 9.6892, 14.9916, 0.0013, -0.0047, -0.002
Si, 4.8332, 6.4284, 14.8567, -0.0119, -0.004, 0.0032
Si, 6.8206, 4.0591, 14.5709, 0.0022, -0.0025, 0.004
Si, 8.8382, 1.9043, 14.9904, 0.0023, 0.0029, -0.0015
Si, 6.9129, 9.4559, 14.7561, -0.0113, 0.0072, -0.0067
Si, 9.0918, 7.1013, 14.8092, 0.0123, -0.0081, -0.0029
Si, 0.3198, 6.1409, 18.8684, -0.0032, 0.0006, -0.004
Si, 5.4726, 0.4013, 16.8434, 0.0044, -0.0118, -0.0031
Si, 7.2484, 2.7241, 17.4759, 0.0043, 0.0009, -0.0114
Si, 5.8846, 8.2607, 17.2005, 0.0007, 0.0049, -0.0027
Si, 5.3282, 3.643, 19.6833, -0.0006, -0.0011, -0.0087
Si, 9.3232, 4.1204, 19.0677, -0.0008, 0.0002, -0.006
Si, 2.6076, 4.6297, 19.5928, -0.0004, -0.0004, -0.005
Si, 14.2706, -1.2824, 17.6167, 0.0024, -0.0016, -0.0083
Si, 10.7626, 11.5965, 16.7944, -0.0028, -0.0006, -0.0056
Si, 0.0518, 4.8843, 21.2977, -0.0008, -0.0006, -0.0064
Si, 0.4587, 9.7742, 29.8062, -0.001, 0.0018, 0.0044
Si, 9.3343, 6.4579, 25.7168, 0.001, 0.0031, -0.0006
Si, 1.1038, 3.5705, 17.5144, -0.0016, 0.0014, -0.0055
Si, 3.2459, 1.6418, 18.8581, 0.0007, -0.0025, -0.0052
Si, 1.0993, -0.4883, 19.1566, 0.0025, 0.0006, -0.0066
Si, -2.3482, 9.0365, 26.9035, 0.0012, -0.0007, 0.0032
Si, 10.6943, 10.1526, 21.7946, 0.0005, -0.0002, -0.0041
Si, 13.3836, 0.755, 22.8097, 0.0013, -0.0066, -0.0065
Si, 10.9051, 8.2583, 24.0644, -0.004, 0.0064, -0.002
Si, 8.6506, 6.7202, 17.7695, -0.0015, 0.0018, -0.0061
Si, 2.5769, -6.9347, 22.6048, -0.0008, 0.0012, -0.0059
Si, 0.6347, 5.524, 24.1312, -0.0005, -0.0021, -0.0072
Si, 5.0061, 1.138, 21.338, -0.002, 0.0006, -0.0047
Si, 8.4945, 1.618, 24.366, 0.0005, 0.002, -0.0018
Si, 11.3372, 5.3281, 30.2002, 0.0015, 0.0002, 0.0002
Si, 1.5407, 2.7215, 29.7713, 0.0004, 0.0003, 0.0031
Si, 5.6018, 3.7062, 22.5268, -0.0018, -0.0016, -0.0063
Si, 7.4621, 11.0616, 28.8397, 0.002, -0.0012, 0.0017
Si, 10.6708, 10.8103, 25.5942, 0.0007, 0.0012, 0
Si, 7.4398, 4.1402, 25.0728, 0.0022, -0.0019, -0.002
Si, -1.0958, 1.2587, 30.5786, 0.0014, -0.0019, 0.0019
Si, 6.5496, 9.3084, 31.0185, 0.0001, -0.0044, 0.0039
Si, 17.6016, -0.6968, 24.8611, 0.0013, 0.004, -0.001
Si, 14.82, 0.2546, 25.5964, -0.0017, 0.0044, -0.0023
Si, 7.6893, 0.172, 22.1273, 0.003, 0.0043, -0.0092
Si, 1.7508, 0.6687, 27.5772, -0.001, -0.0001, 0.002
Si, 12.9586, 7.4991, 29.4724, 0.001, -0.0014, 0.0006
Si, 10.3987, 7.3137, 28.4489, 0.001, 0.0005, -0.0001
Si, 15.4271, -3.7672, 30.7413, 0.0013, -0.0014, 0.0012
Si, 6.3011, 12.6804, 26.4255, 0.0001, -0.0005, -0.0022
O, 1.495, -1.5415, -0.3762, 0.0005, -0.0026, -0.0026
N, -0.1782, -0.1313, 31.1023, 0.0002, -0.0021, -0.0033
O, 4.1272, 1.0686, -0.5301, -0.0017, -0.0047, -0.0044
O, 2.4309, 2.5486, 31.1195, -0.001, 0.0002, -0.0011
O, 5.7275, -2.76, 30.3127, -0.0012, -0.0005, -0.0007
O, -5.7562, -0.8054, 25.1982, 0.0013, -0.0021, 0.0027
O, 1.155, 7.293, 28.1264, -0.001, -0.0008, -0.0004
O, 2.1773, 1.9479, 28.4865, 0.0014, -0.0005, -0.0013
O, 6.6194, -0.2142, 30.1541, -0.0015, 0.0014, 0
O, 7.9734, -2.1792, 31.4914, 0.0003, -0.0009, -0.0019
O, 9.5121, 6.7792, -0.5048, 0.0013, -0.0008, 0.0007
O, 10.8461, 4.7086, 31.6058, -0.001, -0.001, 0.0013
O, 6.9218, 3.9172, -0.7072, 0.0022, 0.0028, -0.0045
O, 5.1747, 5.7042, 31.2583, -0.0021, -0.0001, -0.003
O, 6.6188, 12.096, 27.9157, -0.0022, 0.0012, -0.001
O, 9.8607, 11.6294, 24.4559, 0.0008, 0.001, -0.0003
O, 1.4624, 4.449, 16.1923, 0.0032, 0.0008, 0.0053
O, 2.9064, 2.6397, 15.0518, -0.0042, -0.0058, -0.0085
O, -1.6126, 11.8209, 16.2547, -0.0018, 0.0008, 0.0022
O, 0.7391, 10.7729, 15.7178, -0.004, 0.0016, 0.0014
O, 5.1374, 7.1461, 16.293, 0.0091, -0.0009, 0.0008
O, 5.1304, 12.0641, 15.4794, 0.001, 0.014, 0.0043
O, 8.5758, 2.8355, 18.4306, 0.0006, 0.0007, 0.003
N, 6.1274, -1.1381, 16.3177, -0.0044, 0.0034, 0.0043
N, 7.6603, 13.929, 15.7709, -0.0016, -0.0034, 0.0107
O, 8.1402, 8.4076, 15.0983, 0.0027, 0.0021, 0.0037
O, 8.9201, 6.2764, 16.2253, -0.003, -0.0016, 0.0053
O, 10.1917, 7.2444, 18.1776, -0.0006, -0.0008, 0.0005
O, 1.9592, 5.9749, 18.8414, 0.0016, -0.0001, 0.0002
O, -0.1177, 10.7947, 18.1756, 0.0033, 0.0025, 0.0053
O, 6.6422, 1.2254, 17.5996, 0.0004, 0.0005, 0.0024
O, 10.7987, 6.2613, 20.4429, 0.0007, -0.0004, 0.0015
O, 11.4133, 2.1629, 16.996, 0.0012, 0.0018, -0.0002
O, 6.2358, 3.9229, 21.0217, 0.0021, 0.0014, 0.0051
O, 5.6567, 5.0357, 15.1818, 0.001, -0.0013, -0.0007
O, 8.3845, 5.4427, 18.755, -0.0006, -0.0007, 0.0022
O, 6.1265, 3.661, 18.2541, -0.0021, 0.0015, 0.0037
O, 4.6478, 8.7008, 18.181, -0.0044, -0.0033, 0.0008
N, 4.5302, 2.096, 19.9577, 0.0008, 0.0006, 0.001
O, 4.208, 4.8281, 19.7113, 0.001, 0.0014, 0.0008
O, 10.5698, 5.1191, 22.8557, 0.0007, 0.0044, 0.0035
N, 10.8022, 4.5264, 18.315, -0.0006, -0.0024, 0.0007
N, 1.7623, 4.4526, 21.1471, 0.0014, -0.0002, 0.0033
O, 18.1791, 7.6723, 17.838, 0.004, -0.0022, 0.0059
O, 2.4165, 2.3519, 22.7084, 0.0007, -0.0039, -0.0018
O, 2.8775, -1.6677, 16.0854, 0.0025, -0.0007, 0.0052
N, 3.9536, 0.3819, 17.7511, -0.0011, 0.0012, 0.0066
O, 1.1288, 7.076, 24.0177, 0.0025, 0.0018, 0.0084
O, 4.1337, 4.3987, 22.5979, 0.0009, -0.0001, 0.0023
O, 9.512, 7.571, 24.5478, -0.0005, 0.0015, -0.0012
O, 5.3198, 2.1063, 22.6213, 0.0012, 0.0007, 0.0043
O, 10.8835, 13.1726, 30.0237, -0.0011, 0.0001, -0.0002
N, 2.4711, 3.2268, 18.5165, 0.0016, -0.0006, 0.0036
O, 1.9979, 0.8147, 19.5213, -0.001, 0.0002, 0.0035
O, -0.7367, -4.9726, 29.2455, -0.0043, 0.0001, 0
O, 2.0962, -1.578, 18.5205, -0.0036, 0.0005, 0.0028
O, 0.5334, -1.3765, 24.9722, -0.0001, 0.0015, -0.0007
N, 7.2572, 0.8899, 25.3211, 0.0005, -0.0009, 0.0019
O, -4.3497, 4.2553, 23.726, 0.0012, 0.0017, 0.0034
O, 7.9799, -5.2934, 25.544, -0.0021, 0.0003, 0.0002
O, -1.2632, 10.2058, 26.6456, 0.0003, 0.0009, 0.0002
O, 13.9219, -0.0939, 26.9252, 0.0015, -0.0002, 0.0012
O, 11.2849, 9.6947, 20.3878, -0.0071, 0.002, 0.003
O, 15.6155, 1.6121, 26.0249, 0.0004, -0.0001, -0.0016
O, 10.6276, 16.3343, 25.5122, -0.0032, -0.0015, 0.0032
O, -1.1232, 3.9153, 20.6415, 0.0006, -0.001, 0.0055
O, 10.5597, 8.7969, 22.6161, 0.0093, -0.0057, -0.0005
O, 7.46, -1.8892, 25.6844, 0.0006, -0.0021, -0.0027
O, -0.6489, -2.2406, 29.3929, -0.0005, 0.0001, 0.001
O, 11.6711, 0.9846, 26.2973, 0.0002, 0.0004, -0.0015
O, 8.0157, -9.2767, 22.8223, 0.0012, 0.0008, -0.0015
O, 8.7102, 3.1616, 24.7833, -0.0009, 0.0008, 0.0003
N, 9.3109, 7.4749, 27.1337, 0.0003, -0.0003, 0.0003
O, 12.2454, 6.5974, 30.6255, 0.001, 0.0005, 0.0002
O, 6.4238, 0.3273, 21.0959, 0.0045, -0.0006, 0
O, 14.4929, 7.0118, 29.4043, -0.0001, -0.0002, -0.0016
O, 6.6248, 3.3895, 26.2702, 0.001, 0.0009, 0.0024
O, 3.6226, -3.167, 31.9284, -0.0012, 0.0015, 0.0001
O, 1.9171, -6.314, 23.9703, -0.0029, 0.0002, 0.0028
O, 1.0105, -10.6866, 22.4545, 0.0015, 0.0002, 0.0025
O, 9.1543, 10.6512, 21.5341, -0.0031, 0.0006, 0.0087
O, 7.1619, 10.0277, 23.2975, -0.0055, -0.0028, 0.0025
O, 7.7165, 9.6016, 28.1773, -0.0006, -0.0002, -0.0007
O, 12.2913, 4.2912, 29.4097, 0.0007, -0.0007, -0.002
O, 19.7203, 22.6351, 29.3198, -0.0004, -0.0001, -0.0016
O, 16.6358, 9.7563, 32.3273, 0.0007, -0.0014, 0.0016
O, -2.0069, 1.9568, 31.7364, 0.0001, -0.0008, -0.001
O, 13.8245, 0.3796, 24.3279, 0.0015, -0.0003, 0.0041
O, 12.7846, -1.8522, 29.9788, 0.0012, 0.0002, 0.0022
O, 11.6551, -0.1918, 28.5208, 0.0005, 0.0017, -0.0007
O, 3.7131, 0.2419, 21.8047, 0.0006, -0.002, 0.0022

Results
free energy: -137052.636 eV
free energy less fixed offsets of N -386.36, O -570.45, Si -639.56 eV per atom: -2.426 eV

The program warned: the cutoff lies below the one the program advises for these potential files; the forces do not sum to zero within the program's tolerance; empty levels may hold ghost states of the PAW files; the exchange-correlation potential is rough where the density is thin.
